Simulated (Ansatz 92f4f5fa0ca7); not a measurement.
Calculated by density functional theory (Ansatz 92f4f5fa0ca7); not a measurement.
Periodic cell of 215 atoms, Si132O82B1, from a study of silicon, its oxide and their interface. The atomic structure is a simulated model.
Doubt: the cutoff is far below the 930 eV that the study's wrapper takes by default for these files, so forces and energies are approximate.

Settings
functional: PBE
potential files: Ansatz PAW
basis: plane waves
wave-function cutoff: 580 eV
density cutoff ratio: 5
exchange-correlation grid ratio: 1
k mesh: 1 x 1 x 1, Gamma-centred
self-consistency stop: 5e-08 eV per atom in the density residual
occupations: fixed
spin: none
net charge: -1 e, with a uniform compensating background and no finite-size correction

Cell vectors (angstrom)
a  10.938  0  0
b  0  10.938  0
c  0  0  31.5432

Atoms and the computed forces on them: element, x, y, z (angstrom), force x, y, z (eV/angstrom)
Si  10.4351  0.5732  24.353  -0.0355  0.0507  0.1803
Si  6.041  10.4975  24.1531  0.0549  -0.0359  0.2067
Si  2.1286  3.2471  24.0944  -0.0156  0.0486  0.1965
Si  8.7052  2.2591  24.3117  0.0292  -0.0477  0.2031
Si  0.4974  5.052  24.1714  0.0557  -0.0416  0.1961
Si  5.0501  5.8961  24.2069  -0.0215  0.0408  0.1864
Si  3.3924  7.651  24.1694  0.0147  -0.0364  0.1838
Si  7.8303  8.8257  24.0077  -0.0499  0.0011  0.2055
Si  1.3432  1.4778  25.4701  -0.0219  0.0329  0.0495
Si  6.912  1.3068  25.4966  0.0247  -0.03  0.0617
Si  4.025  4.1023  25.3409  -0.024  0.0045  0.0231
Si  9.6606  4.1005  25.4304  0.0279  -0.0257  0.0426
Si  1.4916  6.8163  25.3769  0.0075  -0.0173  0.031
Si  6.8946  6.9469  25.2638  -0.0051  0.015  0.0066
Si  4.2257  9.5351  25.3548  0.0114  -0.0173  0.0164
Si  9.5311  9.6403  25.4486  -0.0582  0.0104  0.0641
Si  2.7783  0.0038  26.672  0.0048  0.0145  -0.1263
Si  8.2126  -0.0242  26.9536  0.0018  -0.0096  0.2108
Si  0.0113  2.7718  26.9345  0.0028  -0.0009  0.2048
Si  5.4472  2.7358  26.6887  0.0055  -0.0133  -0.1055
Si  2.7496  5.4385  26.8538  -0.0025  -0.0057  0.1281
Si  8.2229  5.5215  26.6586  0.033  0.0036  -0.115
Si  0.0393  8.2085  26.6764  0.023  0.0231  -0.1136
Si  5.5465  8.2023  26.815  0.0109  0.0191  0.0991
Si  4.1095  1.3655  28.0925  -0.0033  0.0323  0.0667
Si  9.5853  1.3714  28.2904  -0.0075  -0.0002  -0.3678
Si  1.3871  4.1279  28.2903  -0.0086  -0.0579  -0.3546
Si  6.8334  4.1357  28.0412  0.0107  -0.0566  0.1297
Si  4.1534  6.8238  28.1728  -0.0873  0.0152  -0.0929
Si  9.6016  6.8486  28.0722  -0.0249  0.0114  0.0956
Si  1.395  9.5858  28.0646  -0.0402  -0.0036  0.1205
Si  6.8347  9.5388  28.2889  0.087  0.0817  -0.3388
Si  0.0471  -0.025  29.5536  0.0345  -0.058  0.017
Si  5.4421  0.023  29.5326  -0.0392  0.0221  0.0424
Si  2.7718  2.7115  29.552  0.0381  -0.0271  0.0437
Si  8.1651  2.7717  29.5181  -0.0343  0.0508  -0.0138
Si  -0.0149  5.514  29.5411  -0.0299  0.0114  0.0432
Si  5.5047  5.452  29.5259  0.037  -0.0257  0.0028
Si  2.7402  8.2144  29.4884  0.0104  0.008  -0.0543
Si  8.2517  8.1642  29.5484  0.0363  -0.061  0.0585
Si  1.3938  1.3564  30.9271  0.0018  -0.0093  0.0133
Si  6.8108  1.3863  30.895  0.0187  0.0312  0.0245
Si  4.1327  4.0929  30.9164  -0.0128  -0.0092  0.0177
Si  9.5466  4.1281  30.8796  -0.0372  0.0056  -0.0018
Si  1.3723  6.8638  30.8935  0.0139  0.0243  0.0181
Si  6.8678  6.8059  30.9157  -0.0083  0.0043  0.0606
Si  4.0887  9.5777  30.8807  -0.0137  -0.036  0.0018
Si  9.5973  9.5452  30.9227  0.043  0.0379  0.026
Si  2.7452  -0.0274  0.7482  -0.0041  0.0246  0.0066
Si  8.1707  -0.0166  0.7088  -0.0074  -0.0388  -0.0244
Si  -0.0289  2.7492  0.6964  0.03  -0.0038  -0.0035
Si  5.4903  2.7444  0.7706  -0.0296  -0.0109  -0.0102
Si  2.7487  5.493  0.7227  -0.0115  -0.0316  -0.0254
Si  8.2124  5.4399  0.7694  0.0257  -0.0323  -0.0082
Si  0.0065  8.1754  0.7705  0.0053  0.0055  -0.0069
Si  5.4623  8.2058  0.7027  0.0084  0.0246  -0.0282
Si  4.1224  1.3406  2.0978  0.0191  0.0043  -0.0091
Si  9.5202  1.3769  2.0498  -0.051  0.0624  -0.0491
Si  1.3272  4.1377  2.0652  -0.0372  0.076  -0.0041
Si  6.8385  4.1092  2.1648  -0.008  -0.0898  -0.0307
Si  4.1431  6.8358  2.1104  -0.0919  -0.0348  -0.0431
Si  9.5465  6.8216  2.1422  0.0758  0.0465  -0.0198
Si  1.3817  9.5448  2.1164  -0.0104  -0.0317  -0.0218
Si  6.8311  9.5271  2.1161  0.0609  0.0572  0.001
Si  -0.0864  -0.0304  3.3518  0.1927  0.0019  0.2452
Si  5.4728  -0.0277  3.5118  -0.0077  0.0253  -0.1252
Si  2.7151  2.7503  3.3484  0.0025  -0.044  0.2449
Si  8.1943  2.6928  3.529  0.0149  0.041  -0.1202
Si  -0.0243  5.4712  3.5434  0.0494  -0.0204  -0.1595
Si  5.6096  5.6118  3.5172  0.101  0.1765  0.062
Si  2.7639  8.1901  3.5128  -0.0374  -0.021  -0.1141
Si  8.0707  8.0489  3.5258  -0.0748  -0.2035  0.1592
Si  1.2908  1.3594  4.6878  -0.0262  0.0295  -0.0951
Si  6.8472  1.2965  4.9251  -0.0039  0.0063  0.0387
Si  4.1183  4.1592  4.6692  -0.0527  0.0053  -0.2032
Si  9.4945  4.12  4.899  -0.0687  -0.0372  0.2987
Si  1.3605  6.8682  4.9046  0.0424  -0.0045  0.0657
B  6.8423  6.8201  4.6601  0.1296  -0.1882  0.2687
Si  4.1691  9.5049  4.8952  0.0523  -0.0601  0.2773
Si  9.5242  9.5123  4.7513  -0.0268  -0.0271  -0.1684
Si  2.6531  0.006  6.1003  -0.0142  -0.0103  -0.0597
Si  8.227  -0.143  6.2639  0.0357  0.0446  0.1186
Si  -0.0436  2.6794  6.1981  0.0648  -0.0063  -0.0469
Si  5.3929  2.7612  6.0874  -0.0226  -0.0433  0.0323
Si  2.7623  5.4362  6.152  -0.022  -0.0536  0.0526
Si  7.9786  5.596  6.0391  -0.1156  0.1318  -0.5868
Si  -0.0033  8.297  6.2383  0.0441  0.0227  0.0122
Si  5.7365  7.9971  5.9853  -0.1118  -0.0525  -0.3404
Si  3.4883  1.9105  7.1711  -0.0833  0.1909  -0.2184
Si  10.0305  0.8322  7.4467  0.0111  -0.038  -0.255
Si  1.7844  3.6408  7.339  0.0229  -0.0216  -0.2923
Si  6.2314  4.5379  7.356  -0.0326  0.0848  -0.2472
Si  4.6768  6.3122  7.2091  -0.0556  -0.028  -0.2497
Si  9.1531  7.1944  7.2901  -0.0737  0.0624  -0.1353
Si  0.9045  10.161  7.5061  -0.0666  0.0089  -0.2208
Si  7.4072  8.8711  7.4511  0.0956  0.005  -0.2525
O  4.6199  6.6887  8.8201  -0.1405  0.1166  0.5058
O  1.4113  3.9524  8.9321  -0.0754  0.1089  0.4316
O  9.6959  6.4871  8.698  0.111  -0.0362  0.4485
O  1.2945  10.1214  9.1441  0.1701  -0.0377  0.3711
O  6.104  4.2536  9.0058  0.059  -0.1967  0.5139
O  3.69  1.6147  8.7715  0.1069  -0.1225  0.3409
O  7.0619  8.9513  9.0856  -0.0973  0.1361  0.5181
O  9.6576  1.0574  9.0506  -0.1347  0.098  0.402
O  8.2577  2.5306  22.7456  -0.0767  0.0543  -0.2951
O  11  5.54  22.6456  -0.0417  0.0796  -0.2959
O  5.632  0.0659  22.6339  -0.0612  0.0924  -0.2883
O  5.2899  5.3969  22.642  0.0613  -0.0523  -0.2895
O  2.143  2.807  22.4863  0.0334  -0.0969  -0.313
O  3.3238  7.8471  22.5151  -0.0591  0.0501  -0.2752
O  8.3803  8.7333  22.4277  0.098  -0.0183  -0.3101
O  -0.1691  11.228  22.7656  0.0772  -0.0663  -0.2678
Si  2.1527  2.9918  12.8718  -0.0304  0.0248  -0.3413
Si  8.6728  1.2851  10.323  0.0474  -0.0379  -0.4336
Si  1.0618  4.4979  15.3448  0.0063  -0.0182  -0.1324
Si  7.5629  5.5732  12.1867  -0.0473  -0.0219  -0.3394
Si  2.4108  8.1799  21.214  0.0341  -0.0338  0.2701
Si  5.4141  7.7692  12.4423  0.0113  -0.0151  -0.3559
Si  9.2685  0.4568  15.4621  0.0161  -0.0006  -0.1455
Si  2.9095  -0.0542  16.6406  0.0348  -0.0029  -0.0117
Si  10.4608  1.1713  12.5737  -0.0333  -0.0011  -0.3109
Si  7.7638  2.8279  21.2385  0.0254  -0.0349  0.2715
Si  9.1264  8.7798  14.4147  0.0294  -0.0163  -0.1923
Si  1.4987  4.7942  10.326  -0.0196  -0.0531  -0.4757
Si  4.4754  9.483  19.1297  0.0005  0.0007  0.1392
Si  11.0709  6.0915  21.1155  0.0134  -0.0168  0.2779
Si  6.6112  10.4422  14.8194  0.0289  -0.0264  -0.1092
Si  5.3844  0.7269  21.1763  0.0233  -0.0311  0.2696
Si  2.3412  9.8184  10.373  -0.0753  0.0323  -0.361
Si  0.426  10.6312  21.3972  -0.0424  0.0504  0.2371
Si  5.8481  5.2497  21.1329  -0.0238  0.0129  0.2942
Si  3.6691  7.1072  10.05  0.1066  -0.1043  -0.4413
Si  9.0437  5.6881  14.8349  -0.03  0.005  -0.1896
Si  3.6605  4.0764  19.0911  -0.0071  -0.0231  0.1536
Si  10.026  3.6589  19.3109  -0.0036  0.0096  0.1596
Si  4.2552  8.6544  15.3346  0.0344  -0.0105  -0.1615
Si  0.4507  1.9098  17.1452  -0.0181  0.0182  0.0282
Si  6.7882  7.5304  19.2532  0.012  0.0174  0.1437
Si  5.2547  3.6158  16.7333  -0.0068  -0.0151  -0.0105
Si  7.7803  5.0143  17.5199  0.0188  0.0168  0.0156
Si  6.6512  9.9044  10.3445  0.0479  -0.0719  -0.4335
Si  4.3702  1.0672  10.1139  -0.0846  0.0584  -0.3346
Si  -0.0449  9.0881  11.8521  0.0698  -0.039  -0.3173
Si  9.0973  8.6249  20.9514  -0.0285  0.032  0.281
Si  4.5467  1.6642  14.5644  -0.0436  0.0137  -0.1778
Si  2.4424  2.0837  21.0551  -0.0384  0.0287  0.2923
Si  6.3393  3.3423  10.3402  -0.0001  0.1112  -0.4617
Si  3.4305  5.9107  16.7265  -0.0004  0.0069  0.0099
Si  9.8824  6.5435  10.308  0.0259  -0.0405  -0.4422
O  0.1131  2.6183  18.5756  0.0166  -0.0209  -0.0525
O  2.9241  9.6216  15.5591  -0.0161  0.0111  0.0402
O  10.8566  4.8006  20.1398  -0.0283  -0.0621  -0.1111
O  7.5521  2.3648  9.8847  0.0178  0.0049  0.1375
O  10.958  5.3794  10.7633  -0.0162  -0.0015  0.1371
O  6.5866  6.7094  12.8446  -0.0022  0.021  0.1103
O  10.3234  8.0814  10.6973  0.0292  0.1066  0.1707
O  7.6572  9.4509  13.9678  -0.0159  0.0199  0.0727
O  8.4383  6.2283  10.9838  -0.0876  -0.0401  0.1849
O  5.3441  10.4966  20.0562  -0.0228  -0.0526  -0.1098
O  2.1843  3.7795  11.4269  0.0533  -0.1139  0.2669
O  7.9688  8.5421  19.7695  -0.0537  -0.0268  -0.105
O  6.1992  6.7261  20.5504  0.0185  0.0444  -0.1077
O  5.5035  2.7065  15.4021  0.0107  0.0218  0.0583
O  1.3005  0.9255  20.7117  0.0186  0.0052  -0.0867
O  6.0637  9.0315  11.6033  -0.0676  -0.0752  0.1943
O  4.6104  4.9776  16.101  0.0031  0.003  0.0094
O  6.594  3.9021  17.6236  -0.0055  -0.005  -0.0105
O  10.5357  10.6738  11.7986  -0.0205  0.0293  0.1208
O  5.5746  0.4974  13.9705  0.0056  -0.0027  0.07
O  8.0125  5.1072  15.9256  -0.0177  -0.0147  0.0567
O  9.75  9.8211  15.5176  0.0113  0.0156  0.0691
O  -0.4005  5.1481  15.1337  0.0183  -0.0065  0.0559
O  1.5643  6.8359  20.8005  -0.0068  -0.0018  -0.0812
O  1.4977  0.6274  17.1635  -0.0036  -0.0015  -0.0025
O  6.5903  1.7698  20.8182  -0.0066  0.0109  -0.0827
O  1  1.8249  12.7917  0.022  0.0008  0.0992
O  3.2507  5.4909  18.3221  0.0001  0.0188  -0.0462
O  9.5059  2.0037  11.5448  0.0786  0.0064  0.2009
O  1.0169  3.0937  16.1752  -0.0049  -0.0165  0.0299
O  8.5907  5.1344  13.3729  0.0623  0.0004  0.1925
O  10.2393  8.5494  13.2391  -0.0733  0.0003  0.1878
O  1.4436  9.3979  21.6942  0.0032  -0.008  -0.0908
O  10.0752  9.9284  20.6225  -0.0137  -0.0199  -0.0868
O  3.1674  0.2225  10.8803  -0.0053  0.0172  0.1359
O  5.0676  2.391  10.8111  -0.0317  -0.0284  0.1217
O  1.7376  4.1619  13.9129  -0.0361  0.0527  0.1636
O  7.9345  10.824  10.7964  0.0043  0.0199  0.1419
O  9.1319  4.4678  18.2196  -0.0242  0.012  -0.0444
O  5.6335  9.488  15.7418  -0.0049  0.0037  0.0448
O  5.5217  -0.0175  9.7732  0.0207  -0.0088  0.0565
O  3.5846  2.3138  13.3826  0.0625  -0.0323  0.1372
O  1.972  5.6426  16.056  0.0129  0.0143  0.0214
O  9.7061  1.0719  14.0109  -0.0433  -0.0144  0.1875
O  4.3997  6.9355  11.4847  0.0884  0.0389  0.2267
O  4.7535  4.4795  20.2201  -0.0498  -0.0246  -0.1128
O  9.9529  1.3321  16.6264  0.0106  0.0019  0.0329
O  6.7135  4.299  11.6151  0.0488  0.0738  0.1827
O  5.5787  8.4026  18.5809  -0.0016  -0.0032  -0.0341
O  9.0641  2.7358  20.2579  0.0556  0.0246  -0.1138
O  3.5965  1.1226  15.7649  -0.0138  -0.017  0.0555
O  4.2181  3.0705  17.9014  0.0185  -0.0034  -0.0432
O  9.9098  7.2105  20.8996  0.0035  -0.0069  -0.0824
O  3.3554  8.6858  9.7959  -0.0145  0.032  0.1343
O  3.9364  7.4172  16.3578  -0.0148  -0.0264  0.0254
O  7.6346  0.4701  15.6716  0.0017  0.0161  0.0435
O  8.9292  7.303  15.0257  0.0003  -0.011  0.0675
O  3.9262  1.4357  21.1726  0.013  0.0009  -0.0861
O  1.5861  9.1282  11.6693  -0.0656  -0.0196  0.1454
O  2.3651  6.1486  10.0736  -0.0267  0.0082  0.1484
O  7.3447  6.4565  18.153  0.0074  -0.0312  -0.0439
O  7.2152  4.3618  21.1361  -0.0036  0.0027  -0.0852
O  4.5435  8.2178  13.7691  -0.0553  0.0421  0.2045
O  3.327  8.6669  19.9631  0.0559  0.0319  -0.1183
O  2.4947  3.231  19.8745  0.0302  0.0547  -0.1154
O  3.7339  10.349  17.954  -0.0249  0.019  -0.0442

Results
free energy: -130700.053 eV
free energy less fixed offsets of B -154.04, O -568.88, Si -635.61 eV per atom: 2.667 eV

The program warned: the cutoff lies below the one the program advises for these potential files; the exchange-correlation potential is rough where the density is thin.
